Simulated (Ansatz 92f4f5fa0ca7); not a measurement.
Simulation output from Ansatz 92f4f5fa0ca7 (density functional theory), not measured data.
Periodic cell of 226 atoms, Si133O92B1, from a study of silicon, its oxide and their interface. The atomic structure is a simulated model.
Doubt: the cutoff is far below the 930 eV that the study's wrapper takes by default for these files, so forces and energies are approximate.
This geometry differs little from another in the collection (a relaxation step or a small displacement).

Settings: functional PBE; potential files Ansatz PAW; basis plane waves; wave-function cutoff 580 eV; density cutoff ratio 5; exchange-correlation grid ratio 1; k mesh 1 x 1 x 1, Gamma-centred; self-consistency stop 5e-08 eV per atom in the density residual; occupations fixed; spin none; net charge -1 e, with a uniform compensating background and no finite-size correction.

Cell vectors (angstrom)
a  10.938  0  0
b  0  10.938  0
c  0  0  31.9494

Atoms and the computed forces on them: element, x, y, z (angstrom), force x, y, z (eV/angstrom)
Si  10.6269  0.0031  24.4358  -0.0053  0.0033  0.0149
Si  5.0739  0.1259  24.6807  -0.0016  0.0066  0.0127
Si  2.8174  2.2927  24.5468  0.0059  -0.001  0.015
Si  8.569  2.4374  24.5828  0.0026  -0.0065  0.0106
Si  10.702  5.5841  24.3556  -0.0021  0.0066  0.0119
Si  5.1569  5.6152  24.4685  -0.007  0.0012  0.0141
Si  2.9867  7.9526  24.4249  0.0028  -0.0071  0.0111
Si  8.4129  7.8291  24.4342  0.0053  -0.0026  0.0171
Si  1.2911  1.1322  25.8614  0.0038  0.0009  0.0016
Si  6.8141  1.3291  25.7585  -0.0007  -0.0001  -0.0005
Si  3.9823  4.0111  25.748  0.0016  0.0001  -0.003
Si  9.6837  4.0225  25.8804  0.0015  0.0005  0.0015
Si  1.3355  6.7928  25.6871  -0.0018  -0.0003  -0.0014
Si  6.8017  6.7229  25.7736  0.0002  0.0009  -0.0017
Si  4.0003  9.4679  25.9763  -0.002  0.0039  0.0038
Si  9.4813  9.4405  25.8159  -0.0006  0.0006  -0.0025
Si  2.6342  -0.1317  27.3157  -0.0024  -0.0031  0.002
Si  8.1412  -0.0655  27.1657  -0.0007  -0.0018  -0.0027
Si  0.0794  2.653  27.2415  0.0007  -0.0018  0.0002
Si  5.4505  2.723  27.1326  -0.0007  0.0004  -0.0027
Si  2.6654  5.4161  27.1307  -0.0007  -0.0019  -0.0031
Si  8.1877  5.3745  27.1663  -0.0012  -0.0014  -0.001
Si  0.0089  8.1528  27.1522  0  0.001  -0.002
Si  5.5107  8.1425  27.2077  0.0004  -0.0002  0.0002
Si  4.0875  1.3314  28.5234  -0.0032  -0.0033  0.0013
Si  9.5446  1.3129  28.5367  0  0.0031  0.0031
Si  1.3942  4.067  28.5964  -0.0071  0.0038  -0.006
Si  6.8022  4.0614  28.5546  0.0003  -0.0001  -0.0011
Si  4.0795  6.775  28.5142  0.0001  0.0042  0.0053
Si  9.5586  6.7874  28.5149  -0.0019  0.0005  0.0047
Si  1.2877  9.4791  28.6548  0.0059  0.006  -0.0149
Si  6.8276  9.5391  28.589  -0.0014  0.0004  -0.0052
Si  -0.0443  -0.0263  29.969  0.002  0.0056  0.0013
Si  5.4563  -0.0086  29.9226  -0.0034  0.0029  0.0012
Si  2.7807  2.7193  29.9396  0.0026  -0.0129  0.0001
Si  8.1887  2.7064  29.9043  0.005  0.0008  0.0004
Si  -0.0161  5.4403  29.9195  -0.0004  0.0002  0.0002
Si  5.449  5.4486  29.9249  0.002  0.0025  -0.0019
Si  2.7341  8.1421  29.9346  0.0052  -0.0042  0.0022
Si  8.2259  8.1866  29.9215  0.0012  -0.0067  -0.0016
Si  1.3657  1.3788  31.2819  -0.0031  0.002  0.0011
Si  6.8274  1.3713  31.2917  -0.0007  -0.0004  -0.0002
Si  4.1176  4.0895  31.3362  -0.0001  0.009  0.0028
Si  9.5484  4.0871  31.2866  -0.0006  -0.0033  0.001
Si  1.3561  6.809  31.3037  0.0001  0.0004  0.0003
Si  6.8305  6.8427  31.2742  -0.0003  -0.0004  0.0009
Si  4.0877  9.562  31.2809  -0.0007  -0.0015  0.0005
Si  9.5517  9.5522  31.3499  -0.0017  0.0007  0.0036
Si  2.7422  0.019  0.6972  0.0045  0.0025  -0.0023
Si  8.2084  0.0509  0.729  -0.0012  -0.0031  -0.0001
Si  0.0111  2.7562  0.7166  0.0001  -0.0011  -0.0034
Si  5.5177  2.7588  0.757  -0.0009  -0.0107  0.0014
Si  2.7163  5.4617  0.7335  0.0019  -0.004  -0.0015
Si  8.2057  5.4964  0.7028  -0.0012  0.0012  -0.0051
Si  0.0147  8.1905  0.7543  0.002  -0.0006  0.0008
Si  5.4785  8.23  0.7078  0.001  0.0026  0.0005
Si  4.1075  1.3952  2.0791  0.0001  -0.0023  0.0006
Si  9.5807  1.4293  2.1107  0.0005  0.0024  -0.0013
Si  1.3111  4.1634  2.1265  -0.0057  0.013  -0.0001
Si  6.9011  4.1415  2.1201  -0.0003  0.0147  -0.002
Si  4.0939  6.8588  2.0603  -0.0005  0.0025  -0.0028
Si  9.5954  6.8049  2.1264  0.0011  0.0001  0.0031
Si  1.3754  9.6201  2.0793  -0.0037  0.0015  -0.0012
Si  6.8386  9.6357  2.0679  -0.0035  -0.0012  -0.0008
Si  0.0322  0.061  3.4698  -0.0069  -0.0034  -0.0064
Si  5.5053  0.074  3.4626  0.0015  -0.0014  -0.0156
Si  2.7123  2.7797  3.408  0.0111  0.0025  0.0047
Si  8.4196  2.9599  3.5227  -0.0353  -0.0743  -0.0511
Si  -0.1263  5.3762  3.6313  -0.0166  -0.0477  0.0161
Si  5.4901  5.5363  3.4327  -0.0028  -0.0021  -0.0018
Si  2.7215  8.2314  3.4191  0.0109  0.001  0.0008
Si  8.2458  8.2839  3.386  -0.0072  0.0068  0.0019
Si  1.3366  1.5081  4.8451  -0.001  0.013  0.021
Si  6.9578  1.5397  4.7068  0.006  0.0087  -0.0018
Si  4.0685  4.1633  4.7568  0.0014  -0.009  -0.0046
B  9.5992  4.1035  4.7693  -0.0244  0.2094  0.0769
Si  1.3175  6.9385  4.8384  -0.0058  -0.003  0.0012
Si  6.9032  6.9425  4.7422  0.0115  0.0073  0.001
Si  4.105  9.5896  4.7851  -0.0088  -0.003  0.0002
Si  9.6244  9.5932  4.825  0.0019  -0.0097  -0.0001
Si  2.752  0.0726  6.1156  -0.0028  -0.0007  0.0005
Si  8.2989  0.1417  6.0648  0.0036  -0.0008  -0.0025
Si  -0.1449  2.9625  6.109  0.0188  -0.0621  -0.0056
Si  5.5295  2.8485  6.0688  -0.0057  0.0027  0.0085
Si  2.7553  5.5998  6.1331  -0.0068  -0.0017  -0.0028
Si  8.3931  5.4512  5.8184  0.0591  -0.0728  -0.0494
Si  0.0357  8.3207  6.3639  -0.0013  0.009  0.0044
Si  5.5362  8.3019  6.1923  0.0054  -0.003  -0.011
Si  4.4351  1.1872  7.3122  0.0056  0.0087  -0.0005
Si  9.8211  1.2441  7.5259  0.0082  -0.0011  -0.0198
Si  1.1314  4.4941  7.4309  0.0235  0.034  0.0171
Si  6.6976  4.5751  7.1758  0.0067  -0.0017  -0.0275
Si  4.3478  6.721  7.4974  0.0105  -0.0161  0.011
Si  9.7165  6.5889  7.436  -0.0022  0.0054  -0.0183
Si  1.2695  9.9865  7.6669  -0.0087  0  -0.0271
Si  6.7361  9.9753  7.3787  -0.0043  0.0102  0.0101
O  9.587  1.2433  23.9913  0.0001  0  -0.0055
O  4.1056  6.8046  23.9526  0.0012  0.0006  -0.0046
O  4.0082  1.2389  24.0424  -0.0002  -0.002  -0.006
O  9.5313  6.6976  23.9055  0.0002  -0.0021  -0.0055
O  -0.0122  5.5763  8.0121  -0.0092  -0.009  0.0021
O  5.576  0.1204  7.8878  -0.0089  -0.0095  -0.013
O  0.0987  0.196  8.0714  0.0033  -0.0084  0.0185
O  5.5863  5.6481  7.8145  -0.0233  0.019  0.0054
O  7.6215  4.0488  8.4245  0.01  -0.0112  0.0279
O  8.6895  7.0404  8.6872  -0.0074  0.009  0.0203
O  2.1661  9.4809  9.0178  0.0155  -0.0088  0.0204
O  8.8936  1.7303  8.8548  -0.0115  0.0119  0.018
O  7.62  9.4897  8.6955  0.0055  -0.0084  0.0129
O  3.6453  1.7935  8.6209  -0.0081  0.013  0.019
O  3.609  7.2461  8.9137  -0.0019  0.0073  0.0105
O  2.0056  3.929  8.7383  0.0084  -0.0158  0.0058
O  8.1442  3.4853  23.3661  -0.0057  0.0057  -0.0112
O  0.4384  4.9218  22.9649  0.0052  -0.0084  -0.0128
O  1.9022  2.7331  23.2449  -0.0085  0.005  -0.0145
O  5.8336  4.9105  23.129  0.0083  -0.007  -0.0133
O  5.5188  10.0008  23.5035  0.0045  -0.0052  -0.0112
O  2.4445  8.6869  23.0316  -0.0066  0.0071  -0.013
O  0.1908  10.0737  23.0913  0.0086  -0.008  -0.0156
O  7.7773  8.5687  23.0844  -0.0076  0.0074  -0.013
Si  8.6618  7.6986  18.4448  -0.0002  0.0001  0.0027
Si  8.782  6.3408  13.6219  -0.0006  -0.0002  -0.0072
Si  3.805  1.536  14.7051  -0.0009  0.0003  -0.0062
Si  2.1348  5.7425  17.624  -0.0013  -0.0007  0.0017
Si  2.4116  3.1406  19.4985  -0.0022  0.0006  0.0082
Si  9.8095  9.0013  12.0444  -0.0012  -0.0014  -0.0129
Si  1.3319  9.4192  22.0915  -0.001  -0.0001  0.0199
Si  9.1838  0.9384  13.1692  0.0002  0.0012  -0.0084
Si  1.4241  5.0512  13.0194  0.0012  -0.0008  -0.0076
Si  1.7971  8.249  12.7827  0.0027  -0.0003  -0.0142
Si  6.648  9.5541  22.4387  0.0028  -0.0024  0.0162
Si  4.5262  4.5978  15.6902  0.0002  0.0013  -0.0046
Si  8.208  3.054  9.5348  0.0001  -0.0069  -0.0273
Si  0.8458  8.2433  19.2682  0.0004  0.0022  0.0092
Si  6.9518  1.3473  21.0966  0.001  -0.0003  0.0096
Si  8.217  8.296  9.6223  0.0016  -0.0057  -0.0268
Si  10.8856  5.2055  15.6024  -0.0001  0.0002  -0.0048
Si  7.5749  9.4945  16.3096  -0.0004  -0.0004  -0.0026
Si  9.9311  2.0502  20.2945  0.0003  0.0007  0.0095
Si  3.2125  8.5287  9.8752  -0.0098  0.0026  -0.0267
Si  6.6926  3.3528  17.4074  -0.0001  0.0004  0.0025
Si  1.1684  0.2033  19.8089  0.0007  -0.0012  0.0069
Si  3.2337  2.8165  12.2637  0.0004  -0.0007  -0.0147
Si  7.2186  5.3955  19.6923  0.0009  -0.0018  0.0089
Si  5.748  8.6648  11.5134  0.0012  -0.0015  -0.014
Si  5.7814  6.0691  13.173  0.0006  -0.0003  -0.0103
Si  4.6403  9.7067  17.6142  -0.0002  -0.0005  0.0025
Si  1.0162  3.5916  22.1866  0.0008  0.0033  0.0194
Si  4.8974  1.4832  18.8045  0.0013  -0.0002  0.0051
Si  3.163  3.0725  9.478  -0.004  -0.0069  -0.0293
Si  6.4613  10.8069  13.7718  -0.0003  -0.0012  -0.0088
Si  10.3574  0.1076  15.9527  0.0001  0.0008  -0.0037
Si  5.6402  3.6694  11.0969  0.0029  -0.0039  -0.0143
Si  9.8406  3.8806  11.8972  -0.0029  -0.0004  -0.0137
Si  2.3522  9.9195  15.5215  0.0001  -0.0016  -0.0047
Si  6.0789  8.1281  19.8028  -0.0008  0.0017  0.0088
Si  6.9372  3.9722  22.3901  -0.002  0.0022  0.0172
Si  9.7531  2.7722  17.3556  0.0008  0.0002  0.0034
O  7.1903  6.3661  13.9573  0.0005  -0.0001  0.0026
O  1.8851  7.0539  18.678  0.0011  -0.0022  -0.0021
O  10.2884  4.0345  16.522  -0.0003  -0.0002  0.0007
O  6.1751  9.9613  17.0497  0.0004  0  -0.0003
O  10.1587  0.6709  14.4429  0.0016  -0.0013  0.0049
O  8.4489  6.118  18.867  0.0007  0.0009  -0.0018
O  5.1837  0.6816  14.4138  -0.001  0.0006  0.0025
O  5.7174  2.0592  17.5272  0.0007  0.0005  -0.0018
O  8.3454  1.9343  20.5406  0.0019  0.0003  -0.003
O  1.9935  4.2956  18.4052  0.0002  0.0026  -0.0032
O  6.9428  2.822  10.5764  -0.0075  0.0009  0.0102
O  4.8674  2.7086  12.1715  -0.0026  -0.0015  0.0059
O  6.0248  4.3946  16.3435  0.0004  -0.0001  0.0003
O  4.51  3.9517  9.9152  0.0034  0.0018  0.0067
O  10.6887  2.7676  21.5501  -0.0035  -0.0034  -0.0072
O  9.7162  6.159  14.9672  0.0019  -0.0009  0.0035
O  6.0104  6.4914  19.842  0.0002  0  -0.0022
O  4.0866  0.1703  18.2736  0.0002  -0.0008  -0.0013
O  9.2547  10.526  12.248  -0.0001  0.0036  0.0045
O  2.8546  4.3528  12.7062  -0.0015  0.0025  0.0031
O  1.9137  10.6984  21.2144  -0.0002  0.0035  -0.0076
O  3.9902  2.7186  19.3886  0.001  -0.0008  -0.0016
O  0.7427  10.0395  15.9581  -0.0002  0.0002  0.0009
O  1.282  9.7994  18.8384  0  -0.0009  -0.0031
O  1.7118  1.6593  19.2762  0.0007  0.0004  -0.0017
O  8.9497  10.3806  16.488  -0.0004  -0.0004  0.0008
O  4.8806  8.5851  18.7851  -0.0012  0.0009  -0.0031
O  9.5665  8.7077  10.46  0.0051  0.0021  0.0122
O  6.747  4.0942  18.854  -0.0005  -0.0015  -0.0036
O  2.855  1.7169  13.3801  0.0003  -0.0025  0.0062
O  5.8286  8.7778  21.2649  -0.002  -0.004  -0.0099
O  2.5134  2.4615  10.8566  0.0002  -0.0002  0.0102
O  7.6137  4.8473  21.1778  0.0015  0.0039  -0.0099
O  5.2107  7.48  12.5384  -0.0002  -0.003  0.0053
O  0.4246  9.0503  12.4796  0.0006  -0.0002  0.0033
O  7.5963  1.0406  13.5656  -0.0009  -0.0007  0.0026
O  7.1117  9.6244  14.7404  0.0011  -0.0012  0.0042
O  8.9764  4.9936  12.7195  -0.0006  0.0037  0.0051
O  8.0949  8.0341  16.9156  -0.0005  0.0005  -0.001
O  6.2183  2.5752  21.9015  -0.0001  -0.0036  -0.0051
O  2.456  9.0652  14.087  0.0005  0.0029  0.0059
O  0.4202  4.483  11.8675  0.0022  0.0017  0.0041
O  0.8179  8.316  20.9388  -0.0012  -0.0029  -0.0098
O  9.3779  3.8332  10.3522  0.0053  0.0031  0.0108
O  9.6721  2.3608  12.5178  -0.0004  -0.0046  0.0045
O  7.6248  8.5658  19.395  0.0021  -0.0006  -0.0023
O  2.5496  8.1672  11.3366  -0.005  -0.0015  0.0154
O  3.9887  3.0516  15.3591  0.0006  0.0013  0.0019
O  0.8411  4.4959  14.4405  -0.0014  -0.0002  0.0048
O  10.0536  2.9838  18.9484  -0.0004  0.0014  -0.0052
O  9.1461  7.7788  12.9268  -0.0004  -0.0034  0.0042
O  10.5137  0.5288  20.0746  0.0006  -0.0008  -0.0025
O  6.0178  5.0416  11.9078  -0.0007  0.0064  0.0077
O  8.1506  2.7471  17.0113  -0.0004  -0.0002  -0.0008
O  3.5268  5.4704  16.7147  0  0.0002  0.0003
O  4.6557  9.1522  10.383  0.0058  0.0003  0.0078
O  1.54  6.6724  13.1681  -0.0009  -0.0016  0.0025
O  4.7618  5.4902  14.3307  -0.0014  -0.002  0.0052
O  2.0383  3.8518  20.9259  0.0037  -0.0013  -0.0099
O  10.5461  1.4093  16.9243  0.0001  -0.0004  -0.0002
O  0.9377  6.07  16.5604  0.0005  0.0001  0.001
O  7.3389  10.947  21.9359  0.0002  0.0043  -0.0051
O  5.9279  0.9105  19.9221  -0.0039  0  -0.0054
O  6.084  10.014  12.3922  0.0014  0.0048  0.0076
O  2.857  0.5417  15.5758  -0.0005  -0.001  0.0015
O  7.0453  8.0016  10.745  -0.0071  0.0003  0.0085
O  10.2479  8.0153  18.6926  -0.0016  -0.0006  -0.0016
O  3.457  9.1994  16.5613  0.0004  0  0.0002

Results
free energy: -137022.769 eV
free energy less fixed offsets of B -154.04, O -568.88, Si -635.61 eV per atom: 4.361 eV

The program warned: the cutoff lies below the one the program advises for these potential files; the exchange-correlation potential is rough where the density is thin.
